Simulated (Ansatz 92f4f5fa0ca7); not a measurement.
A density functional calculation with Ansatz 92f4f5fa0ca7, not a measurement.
Periodic cell of 234 atoms, Si146O88, from a study of silicon, its oxide and their interface. The atomic structure is a simulated model.
Doubt: the cutoff is far below the 930 eV that the study's wrapper takes by default for these files, so forces and energies are approximate.
This geometry differs little from another in the collection (a relaxation step or a small displacement).

Settings
functional: PBE
potential files: Ansatz PAW
basis: plane waves
wave-function cutoff: 580 eV
density cutoff ratio: 5
exchange-correlation grid ratio: 1
k mesh: 1 x 1 x 1, Gamma-centred
self-consistency stop: 5e-08 eV per atom in the density residual
occupations: fixed
spin: none
net charge: 0

Cell vectors (angstrom)
a  11.6015  0  0
b  0  10.938  0
c  0  0  32.7138

Atoms: element, x, y, z (angstrom)
Si  0.0341  -0.1791  23.8154
Si  3.8862  -0.0327  24.0769
Si  7.6165  -0.1568  23.9562
Si  1.8924  1.3092  23.9197
Si  5.7814  1.3255  24.0975
Si  9.6303  1.1271  23.8735
Si  0.4354  5.5922  23.8147
Si  4.1758  5.316  24.0047
Si  7.7185  5.1629  24.416
Si  2.4235  6.7982  23.9638
Si  6.0348  6.777  24.1891
Si  9.6867  7.3637  23.8286
Si  1.9301  2.7314  25.8788
Si  5.8033  2.6274  26.0579
Si  9.7527  2.6528  25.8112
Si  0.0287  4.1927  25.7943
Si  3.9248  4.0194  25.9727
Si  7.7559  3.8724  26.2776
Si  2.0145  8.1207  25.9274
Si  5.8107  8.193  26.0703
Si  9.681  8.3478  25.9421
Si  0.1034  9.5399  25.8769
Si  3.8696  9.5415  26.0165
Si  7.7003  9.6119  26.0112
Si  0.0618  -0.0255  27.8332
Si  3.8509  0.0017  27.9108
Si  7.7708  0.0402  27.9087
Si  1.9435  1.387  27.8576
Si  5.7941  1.293  27.9579
Si  9.7482  1.361  27.8234
Si  0.0036  5.44  27.835
Si  3.8617  5.4403  27.8759
Si  7.7799  5.4937  27.9579
Si  1.9405  6.7975  27.878
Si  5.7977  6.7817  27.9323
Si  9.7028  6.8627  27.8326
Si  1.9336  2.7345  29.8146
Si  5.8008  2.7345  29.8146
Si  9.6679  2.7345  29.8146
Si  0  4.1018  29.8146
Si  3.8672  4.1018  29.8146
Si  7.7343  4.1018  29.8146
Si  1.9336  8.2035  29.8146
Si  5.8008  8.2035  29.8146
Si  9.6679  8.2035  29.8146
Si  0  9.5708  29.8146
Si  3.8672  9.5708  29.8146
Si  7.7343  9.5708  29.8146
Si  0  0  31.7482
Si  3.8672  0  31.7482
Si  7.7343  0  31.7482
Si  1.9336  1.3673  31.7482
Si  5.8008  1.3673  31.7482
Si  9.6679  1.3673  31.7482
Si  0  5.469  31.7482
Si  3.8672  5.469  31.7482
Si  7.7343  5.469  31.7482
Si  1.9336  6.8362  31.7482
Si  5.8008  6.8362  31.7482
Si  9.6679  6.8362  31.7482
Si  1.9336  2.7345  0.9679
Si  5.8008  2.7345  0.9679
Si  9.6679  2.7345  0.9679
Si  0  4.1018  0.9679
Si  3.8672  4.1018  0.9679
Si  7.7343  4.1018  0.9679
Si  1.9336  8.2035  0.9679
Si  5.8008  8.2035  0.9679
Si  9.6679  8.2035  0.9679
Si  0  9.5708  0.9679
Si  3.8672  9.5708  0.9679
Si  7.7343  9.5708  0.9679
Si  0.0099  0.026  2.8747
Si  3.7794  0.0873  2.8761
Si  7.7511  -0.0196  2.9554
Si  1.8344  1.5127  3.0017
Si  5.7634  1.3296  2.9148
Si  9.6702  1.3433  2.887
Si  -0.0668  5.4982  2.8365
Si  3.862  5.4656  2.9124
Si  7.7436  5.491  2.8958
Si  1.9235  6.7745  2.8778
Si  5.7978  6.846  2.895
Si  9.651  6.8574  2.83
Si  1.6177  3.074  4.9145
Si  5.7011  2.795  4.7739
Si  9.6143  2.6264  4.8571
Si  -0.3759  4.3965  4.8853
Si  3.7228  4.1506  4.9014
Si  7.6812  3.9918  4.7447
Si  2.0066  8.1073  4.797
Si  5.8343  8.3675  4.7059
Si  9.8201  8.1076  4.814
Si  0.1228  9.4965  4.7323
Si  3.8157  9.5918  4.7215
Si  7.8624  9.5177  4.8989
Si  0.3447  -0.1074  6.6344
Si  3.9387  0.3643  7.4813
Si  7.9807  -0.3455  7.0264
Si  1.485  1.9268  6.9613
Si  6.1333  1.0971  7.5394
Si  9.8419  1.0824  6.7578
Si  -0.7673  6.9651  8.2973
Si  3.9547  5.5325  6.8123
Si  7.8009  5.5611  6.4586
Si  2.2199  7.1685  7.0131
Si  5.8727  6.9078  6.4661
Si  10.0441  6.1864  6.2103
O  3.0854  1.7795  7.4387
O  2.8578  8.1837  8.1499
O  5.7117  6.3615  9.7563
O  12.3788  6.8149  7.7224
O  6.0758  13.1057  6.2622
O  10.1355  8.4638  8.5117
O  3.3833  10.5655  8.8321
O  10.0572  1.8946  8.2144
O  7.7142  5.5104  8.1732
O  6.0416  3.7407  9.8075
O  0.8404  9.9527  7.9907
O  -0.3789  3.9995  9.1133
O  2.702  7.7278  22.6072
O  1.8813  2.2835  22.5558
O  5.6539  2.168  22.6732
O  4.2043  9.9529  22.7381
O  6.2671  7.8129  22.8976
O  13.9147  9.7229  20.9355
O  4.1173  4.3611  22.6185
O  11.2108  6.979  23.3477
O  0.2934  4.4749  22.6208
O  7.7076  3.9587  23.2834
O  0.0981  9.8133  22.4206
O  9.1904  -5.105  24.1538
Si  2.1618  9.4916  8.8552
Si  10.6024  12.3491  16.7821
Si  1.3655  3.026  16.4174
Si  6.7701  6.8339  8.6105
Si  3.4557  8.8881  21.7499
Si  5.696  9.0181  19.8226
Si  12.3126  9.4479  20.9276
Si  2.4014  8.5085  14.4857
Si  11.5136  2.4294  8.7845
Si  5.0956  3.3767  21.7458
Si  8.4823  2.6474  15.1019
Si  7.3391  4.457  17.5573
Si  8.7037  9.223  8.8494
Si  1.8851  10.0279  11.8486
Si  6.9008  7.5123  17.2113
Si  8.4151  11.4704  11.1283
Si  9.7349  1.8013  21.6114
Si  1.6433  10.9913  16.4339
Si  4.0462  12.3686  11.7904
Si  -1.3758  10.9625  19.357
Si  4.1726  11.0428  17.9309
Si  9.2418  5.7153  19.7432
Si  7.3875  8.9394  22.4261
Si  11.3901  12.2778  11.7443
Si  2.6844  4.3076  11.7365
Si  10.736  3.9088  13.1649
Si  0.2542  6.798  19.2611
Si  13.7427  4.4522  19.0041
Si  0.8951  3.2766  21.6966
Si  5.2556  9.4076  15.3854
Si  4.7405  3.0824  18.8208
Si  6.2501  2.1308  9.6647
Si  13.1944  5.3883  14.3929
Si  4.9334  4.9267  9.6805
Si  9.5305  8.1672  18.2653
Si  11.3622  4.9285  10.4489
Si  7.8211  4.0956  21.6715
Si  6.4753  0.7213  13.5245
O  4.8013  10.4331  16.5611
O  10.8678  5.564  19.7178
O  9.4146  3.5017  14.04
O  10.9297  6.3923  9.8489
O  11.8911  1.6937  10.2126
O  3.5594  -0.4812  6.1229
O  6.2174  3.5342  18.3005
O  11.6478  15.9837  13.9349
O  6.691  5.8959  17.1324
O  8.571  4.7521  18.6064
O  -5.2964  4.317  21.1482
O  7.618  8.0622  9.2543
O  4.53  2.6683  20.3978
O  8.7925  10.2112  10.1511
O  6.171  8.1992  15.9514
O  8.8694  8.183  22.6448
O  2.0687  12.5358  15.9396
O  4.9837  10.368  19.1909
O  13.4064  9.7114  15.4316
O  8.5139  2.7568  21.0882
O  7.9089  3.681  16.2372
O  13.4411  6.9744  14.8044
O  9.2777  1.4042  15.8386
O  4.1209  4.7268  8.2652
O  4.5084  8.2612  20.6686
O  8.9236  7.3016  19.5238
O  10.3497  4.5518  11.6907
O  7.2638  12.8445  14.3218
O  4.3588  1.7281  17.9895
O  6.2556  8.0878  18.608
O  13.3761  3.9344  20.5049
O  9.4442  9.7501  18.5998
O  5.0869  1.4502  13.0465
O  1.6231  6.0127  18.8025
O  0.1102  10.4376  19.7776
O  11.6398  2.5597  12.8268
O  3.9146  4.9677  10.9256
O  1.992  8.8318  12.9421
O  9.4751  0.4258  20.7476
O  0.0146  0.1277  16.6224
O  12.1876  10.9466  12.2224
O  3.7429  4.3849  18.6516
O  8.5044  7.8682  17.0381
O  -0.5239  18.5556  18.036
O  2.6436  4.9936  13.2103
O  12.9018  4.7286  10.9713
O  9.7902  12.0086  11.7904
O  8.6979  5.3822  21.2313
O  2.5517  10.7222  17.7907
O  10.2069  1.3359  18.3721
O  2.9903  2.6923  11.8384
O  3.2058  10.9787  11.8572
O  4.0187  8.6297  14.6516
O  1.7131  9.2791  10.4013
O  0.4698  18.8178  20.4748
O  6.9357  9.3328  20.8809
O  6.1239  10.3258  14.3754
O  11.3507  2.7825  16.2828
O  13.1054  3.3391  18.0061
O  1.8987  4.348  15.6292
O  7.3872  0.1043  12.3123
O  7.6985  1.7651  10.3324
O  4.9672  1.4391  10.4393
O  11.2013  2.4218  21.1691

Results
free energy: -142855.746 eV
free energy less fixed offsets of O -568.88, Si -635.61 eV per atom: 4.754 eV

Forces (eV/angstrom), in the order of the atoms: element, x, y, z
Si  -0.0057  0.0933  0.0662
Si  -0.087  0.0993  0.0099
Si  0.0044  0.0565  -0.0243
Si  0.0188  -0.1043  -0.0035
Si  0.019  -0.1484  -0.0774
Si  0.0355  -0.0385  -0.0399
Si  -0.0188  0.0749  -0.1044
Si  0.1653  -0.004  0.0552
Si  0.0281  0.1089  -0.0044
Si  -0.017  0.019  0.0195
Si  -0.0766  -0.022  -0.0191
Si  0.0496  -0.0072  -0.1382
Si  -0.0183  -0.0535  -0.0443
Si  0.0193  -0.0391  0.0401
Si  -0.0512  0.0096  0.0063
Si  -0.039  0.0001  0.0463
Si  -0.0577  0.0939  -0.0775
Si  0.11  0.0338  -0.0172
Si  0.014  -0.0503  -0.0414
Si  0.0363  -0.1052  -0.0633
Si  0.0115  0.0087  0.1816
Si  -0.0647  0.0252  -0.093
Si  0.0159  0.0719  -0.029
Si  0.0211  0.0236  -0.0063
Si  -0.0018  -0.035  0.0671
Si  -0.0113  -0.0809  0.002
Si  0.0583  -0.0792  0.0168
Si  -0.01  0.0639  0.0052
Si  0.0032  0.0591  -0.0205
Si  -0.0173  0.0619  0.0392
Si  -0.0305  -0.0115  -0.0185
Si  0.0472  -0.0552  0.0125
Si  -0.0264  -0.031  0.0052
Si  -0.0368  0.034  0.032
Si  0.0433  0.0421  0.0209
Si  0.0161  0.055  -0.0378
Si  0.0157  0.0701  -0.0496
Si  -0.0788  0.0856  0.1289
Si  0.1483  -0.0667  -0.3113
Si  -0.054  0.0208  -0.1398
Si  -0.0141  -0.1428  0.0713
Si  0.0819  -0.014  0.4435
Si  0.0039  -0.0988  -0.045
Si  -0.0254  -0.0213  0.1006
Si  0.0333  -0.0288  -0.1858
Si  0.0706  -0.0195  -0.2103
Si  -0.1317  -0.1174  0.1191
Si  0.1368  -0.0376  -0.0137
Si  0.0163  0.0503  -0.0288
Si  0.002  -0.02  -0.0233
Si  -0.0541  0.0597  0.0579
Si  -0.0038  -0.1383  0.0192
Si  0.0498  0.0006  0.0215
Si  -0.0159  -0.0878  -0.0406
Si  -0.0162  0.0792  -0.023
Si  0.0068  0.0915  -0.0091
Si  0.0209  -0.0746  0.1042
Si  -0.0207  -0.081  0.0038
Si  -0.0365  0.0459  0.0066
Si  0.0382  -0.0413  -0.0678
Si  -0.1178  0.2041  0.1734
Si  0.0492  -0.0627  0.1592
Si  0.0283  0.0388  0.0151
Si  -0.0081  -0.1694  -0.291
Si  0.0816  -0.0984  0.1047
Si  -0.0315  0.0729  0.0621
Si  -0.0044  -0.0239  0.045
Si  0.0315  0.0251  -0.0316
Si  -0.1332  0.3735  -0.4474
Si  0.093  -0.0158  -0.0909
Si  -0.2546  0.1245  0.0838
Si  0.0174  0.0301  0.2023
Si  0.009  -0.0787  0.0294
Si  -0.0492  -0.033  0.0318
Si  -0.0187  -0.037  -0.0333
Si  0.0397  0.0404  -0.0189
Si  0.0631  0.0666  0.0503
Si  -0.0399  0.048  0.0224
Si  0.0181  -0.0598  0.0381
Si  0.0405  -0.0817  0.0501
Si  -0.0418  -0.0912  0.0304
Si  -0.0369  0.0323  -0.0776
Si  0.0022  -0.0073  -0.0245
Si  0.0291  0.0784  0.0566
Si  0.015  -0.0056  0.0718
Si  -0.0846  0.0919  0.0116
Si  -0.0178  0.0507  0.0531
Si  -0.0521  0.0016  -0.0214
Si  0.0993  -0.059  -0.034
Si  -0.0416  -0.0124  -0.0105
Si  -0.0615  0.0092  0.1082
Si  -0.1106  0.0509  0.0003
Si  -0.1108  0.0071  -0.0648
Si  0.0629  0.0629  -0.0046
Si  0.0679  -0.0069  -0.0151
Si  0.1156  -0.0091  0.04
Si  -0.04  0.1355  0.0765
Si  0.084  0.3128  0.1439
Si  -0.0549  0.0702  0.041
Si  -0.1723  -0.0969  0.0973
Si  0.2115  -0.0027  -0.2646
Si  0.1243  -0.0639  -0.0163
Si  0.1045  0.0384  0.0124
Si  -0.0986  0.115  -0.0117
Si  0.1341  -0.0454  0.0079
Si  0.0362  -0.1789  -0.0037
Si  -0.0995  -0.0181  0.0843
Si  -0.0665  -0.0981  0.0292
O  0.0035  -0.0825  -0.081
O  -0.0041  0.0798  0.0525
O  -0.0448  -0.0747  -0.0093
O  -0.0378  0.0616  -0.0353
O  -0.0382  -0.2576  0.2487
O  -0.0654  -0.0025  0.008
O  0.0213  0.0341  -0.1028
O  0.0357  0.0168  0.0066
O  -0.0074  -0.0157  -0.0443
O  0.0245  -0.0228  -0.0351
O  0.0762  0.0473  -0.0483
O  -0.0158  -0.0192  0.0335
O  -0.0162  0.0047  0.02
O  -0.0242  0.0772  -0.0263
O  -0.0134  0.0444  0.0205
O  0.0037  -0.06  -0.0098
O  0.0991  0.0205  0.0392
O  -0.0202  -0.0243  0.0384
O  -0.0022  -0.0535  -0.0232
O  -0.0771  -0.0413  0.1097
O  -0.0029  -0.0352  0.0141
O  0.017  -0.0166  -0.0248
O  0.021  -0.0601  -0.095
O  -0.0332  -0.0052  0.0433
Si  -0.0514  -0.0286  -0.0572
Si  -0.0036  -0.0028  0.0177
Si  0.0067  0.0068  0.0063
Si  0.0906  0.0487  -0.0463
Si  -0.003  0.0558  -0.0214
Si  0.0176  0.0022  -0.0072
Si  0.0481  0.0395  0.0138
Si  -0.0058  0.0141  0.0038
Si  0.0098  -0.0039  -0.2094
Si  -0.0396  0.0069  0.0237
Si  0.0141  0.0118  0.0263
Si  -0.0038  0.0029  -0.0073
Si  0.021  -0.0099  -0.1093
Si  0.0152  -0.0085  -0.0184
Si  0.0048  0.0067  0.0112
Si  -0.0012  -0.0568  -0.0469
Si  0.004  -0.0359  0.0477
Si  0.008  0.005  0.0048
Si  0.0052  -0.0012  0.0257
Si  -0.0118  -0.0138  -0.022
Si  0.0141  0.001  -0.0051
Si  0.0158  0.0116  -0.0508
Si  -0.0269  -0.0392  0.0144
Si  -0.0095  -0.0016  0.026
Si  -0.0178  -0.0049  0.0292
Si  0.0074  0.0067  0.0121
Si  -0.0037  0.0146  -0.0583
Si  0.0055  0.0027  -0.0327
Si  0.0202  -0.0666  0.014
Si  0.0062  0.0072  0.0247
Si  -0.008  0.0095  -0.0394
Si  -0.238  -0.0602  0.0269
Si  -0.0047  -0.0227  0.0195
Si  -0.0147  0.0003  -0.0066
Si  0.0222  0.0156  -0.0163
Si  -0.0342  0.0983  -0.0272
Si  -0.018  -0.0271  -0.0554
Si  -0.0156  0.0057  0.0183
O  0.009  -0.0109  -0.021
O  -0.0083  0.0001  0.0449
O  -0.0089  0.0007  -0.0169
O  0.021  -0.0937  0.0492
O  -0.0264  -0.0366  0.125
O  0.1398  0.0743  0.1344
O  0.0063  0.0007  0.0099
O  0.002  0.007  -0.002
O  -0.0029  0.0002  -0.0011
O  -0.0061  -0.0039  0.0209
O  0.0181  0.0042  0.0409
O  -0.008  0.0027  -0.0009
O  0.0107  -0.0081  0.0012
O  -0.0081  0.0961  0.0908
O  -0.013  0.0107  -0.031
O  -0.0688  -0.0053  -0.0391
O  -0.0068  -0.0047  -0.0076
O  -0.003  0.0092  0.0059
O  0.0036  -0.0026  -0.0046
O  0.009  0.0313  0.0286
O  0.0067  -0.0102  -0.0176
O  0.0034  0.0138  -0.0073
O  -0.004  0.001  -0.0123
O  0.0763  0.0101  0.0152
O  -0.0025  -0.0068  0.0149
O  0.0009  -0.009  0.0233
O  -0.017  -0.0184  -0.0023
O  -0.0039  -0.0025  -0.0232
O  -0.0026  -0.0079  0.013
O  0.002  -0.0128  -0.003
O  0.0104  0.0136  -0.0225
O  -0.0019  -0.0159  0.0092
O  0.0236  -0.007  -0.0068
O  0.0033  -0.0007  0.0283
O  0.0023  -0.0081  0.0183
O  -0.0142  -0.017  -0.0282
O  0.0077  0  -0.0108
O  0.01  -0.0108  -0.0063
O  0.0073  -0.0047  -0.0027
O  0.0075  -0.0029  -0.0079
O  -0.0141  0.0256  -0.0553
O  -0.0009  -0.0097  0.0158
O  -0.0167  0.0008  -0.0084
O  -0.0059  0.0028  0.0145
O  0.0028  0.0054  -0.0205
O  0.0469  -0.0221  -0.003
O  0.0153  -0.005  -0.0483
O  -0.007  -0.0056  0.0114
O  -0.0059  -0.0008  0.0031
O  0.0068  0.0136  -0.0093
O  0.0093  0.0042  -0.0309
O  -0.0193  -0.0115  -0.017
O  0.0091  -0.0031  -0.0024
O  0.0057  0.0311  0.0544
O  -0.0104  -0.0128  0.0222
O  -0.0105  0.0016  -0.0173
O  -0.0073  -0.0154  -0.0051
O  0.0048  -0.0047  0.0039
O  -0.0062  -0.0122  0.0053
O  -0.003  -0.0038  -0.0094
O  0.0053  0.0329  -0.0423
O  -0.0455  -0.036  -0.0632
O  0.0251  0.0169  -0.0016
O  -0.0107  0.0172  0.0253

The program warned: the cutoff lies below the one the program advises for these potential files; the forces do not sum to zero within the program's tolerance; the exchange-correlation potential is rough where the density is thin.
